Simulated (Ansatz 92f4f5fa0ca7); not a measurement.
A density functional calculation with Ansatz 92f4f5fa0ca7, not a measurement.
Periodic cell of 237 atoms, Si146O90B1, from a study of silicon, its oxide and their interface. The atomic structure is a simulated model.
Doubt: the cutoff is far below the 930 eV that the study's wrapper takes by default for these files, so forces and energies are approximate.
This geometry differs little from another in the collection (a relaxation step or a small displacement).

Settings
functional: PBE
potential files: Ansatz PAW
basis: plane waves
wave-function cutoff: 580 eV
density cutoff ratio: 5
exchange-correlation grid ratio: 1
k mesh: 1 x 1 x 1, Gamma-centred
self-consistency stop: 5e-08 eV per atom in the density residual
occupations: fixed
spin: none
net charge: -1 e, with a uniform compensating background and no finite-size correction

Cell vectors (angstrom)
a  11.6015  0  0
b  0  10.938  0
c  0  0  32.0622

Atoms: element, x, y, z (angstrom)
Si  -0.1964  -0.0688  23.2968
Si  3.6685  0.2034  23.1232
Si  7.5489  -0.1382  23.4696
Si  1.6836  1.3766  23.4381
Si  5.733  1.4071  23.2188
Si  9.4404  1.2241  23.3786
Si  0.157  5.316  23.4836
Si  4.121  5.2875  23.4185
Si  8.0305  5.6013  23.5778
Si  2.1602  6.58  23.3924
Si  5.9652  6.7634  23.5052
Si  10.0025  6.8673  23.6322
Si  1.901  2.661  25.4087
Si  5.8324  2.6498  25.292
Si  9.63  2.6802  25.2826
Si  11.5954  4.0046  25.4079
Si  3.8937  3.9671  25.3491
Si  7.7435  4.0878  25.3763
Si  1.9736  8.1519  25.2107
Si  5.774  8.1683  25.3866
Si  9.7091  8.2641  25.466
Si  11.6373  9.5623  25.2885
Si  3.8656  9.5919  25.0921
Si  7.6885  9.5234  25.4353
Si  11.6467  -0.0174  27.2406
Si  3.9012  -0.0519  27.1454
Si  7.7574  -0.0222  27.3226
Si  1.981  1.3123  27.3138
Si  5.8295  1.3231  27.2534
Si  9.6934  1.3306  27.2355
Si  11.5885  5.4699  27.2616
Si  3.8464  5.4182  27.2434
Si  7.7114  5.4607  27.2998
Si  1.9367  6.8218  27.1952
Si  5.7584  6.7988  27.2989
Si  9.6521  6.8187  27.3257
Si  1.9419  2.7262  29.2159
Si  5.7949  2.7175  29.1957
Si  9.6777  2.7303  29.1697
Si  0.0095  4.106  29.195
Si  3.8665  4.0914  29.2035
Si  7.7295  4.0874  29.2189
Si  1.9461  8.1799  29.1502
Si  5.793  8.18  29.214
Si  9.663  8.1844  29.2539
Si  0.0046  9.545  29.1825
Si  3.874  9.558  29.1325
Si  7.7315  9.5451  29.2387
Si  -0.0013  0.0053  31.1123
Si  3.8683  0.0066  31.0852
Si  7.7175  0.0085  31.1424
Si  1.9325  1.3695  31.1442
Si  5.7927  1.382  31.1604
Si  9.6601  1.3636  31.1128
Si  0.0067  5.4916  31.1263
Si  3.884  5.4502  31.15
Si  7.7216  5.4409  31.1726
Si  1.9578  6.8425  31.1155
Si  5.8021  6.8285  31.147
Si  9.6529  6.8295  31.1924
Si  1.9339  2.7637  1.0081
Si  5.7947  2.5874  1.166
Si  9.6599  2.7472  0.9857
Si  -0.0137  4.114  0.9759
Si  3.9104  4.0616  1.0205
Si  7.6909  4.0548  1.0385
Si  1.949  8.2502  0.9746
Si  5.7942  8.2462  0.9809
Si  9.6407  8.2574  1.0397
Si  -0.0056  9.5928  0.9987
Si  3.8796  9.6437  1.0106
Si  7.7092  9.6364  1.047
Si  11.6075  0.0529  2.9206
Si  4.0632  0.1948  2.8973
Si  7.5313  0.195  2.898
Si  1.9832  1.3974  2.929
B  5.7973  1.3647  2.8318
Si  9.6052  1.3796  2.9177
Si  11.5623  5.5224  2.875
Si  3.8748  5.4939  2.9169
Si  7.7294  5.5043  2.9277
Si  1.9174  6.833  2.8658
Si  5.8071  6.8663  2.8942
Si  9.6462  6.9047  2.9773
Si  1.9075  2.8407  4.8089
Si  5.8107  2.5546  4.525
Si  9.5854  2.8039  4.8147
Si  11.5318  4.1376  4.7731
Si  3.9539  4.0378  4.7835
Si  7.6497  4.1332  4.8459
Si  1.9134  8.2007  4.7766
Si  5.8101  8.2924  4.7782
Si  9.6375  8.3664  4.8796
Si  11.6297  9.6667  4.8763
Si  3.8447  9.5576  4.7197
Si  7.7017  9.7445  4.8365
Si  11.5898  0.2389  6.7655
Si  3.7586  -0.0523  6.6289
Si  7.6941  0.0692  6.8885
Si  2.0478  1.5027  6.7363
Si  5.7038  1.2851  6.5395
Si  9.6375  1.5314  6.8126
Si  11.5225  5.5305  6.6638
Si  3.9942  5.4094  6.7292
Si  7.7116  5.6387  6.7729
Si  1.995  6.6492  6.5931
Si  5.8079  6.9783  6.713
Si  9.7229  7.0487  6.8582
O  9.9538  7.9739  8.2642
O  7.6411  9.9504  8.2123
O  7.3935  4.7509  8.1552
O  3.3746  10.3261  8.1811
O  2.1113  7.486  8.0172
O  3.9842  4.6065  8.2194
O  9.7894  2.4824  8.1935
O  2.6264  2.3338  8.1017
O  11.3961  4.6274  8.0601
O  5.364  2.4432  7.6881
O  5.8252  7.9531  8.082
O  11.3235  10.3062  8.1479
O  11.282  10.0754  21.8155
O  3.2336  10.7263  21.5351
O  5.7809  7.7562  22.1732
O  4.2188  4.4505  21.9561
O  7.674  9.6857  22.2036
O  10.2953  7.6696  22.2038
O  1.6107  2.3991  22.1258
O  5.943  2.4385  21.9015
O  8.443  4.7016  22.2344
O  -0.0745  4.4548  22.0546
O  2.356  7.3524  21.9375
O  9.1263  1.867  21.8718
Si  1.9205  7.7472  9.5821
Si  5.0471  0.5731  17.6927
Si  2.4979  5.425  14.0041
Si  10.5651  3.8634  14.0408
Si  8.2775  2.385  15.2474
Si  9.5483  2.2453  20.3526
Si  10.5159  3.6826  9.042
Si  0.0264  2.3269  11.5338
Si  11.0365  8.133  15.3824
Si  5.1708  6.9397  13.9766
Si  5.7732  2.6109  11.071
Si  8.5835  7.6667  19.4056
Si  8.1179  4.8468  20.6517
Si  5.9402  9.5909  15.1987
Si  2.1101  7.6277  20.36
Si  1.9256  4.89  18.7972
Si  4.501  3.438  18.0216
Si  8.5228  8.9248  16.8266
Si  0.8265  9.4928  13.2786
Si  9.9152  10.6532  11.6911
Si  5.3522  3.7055  21.0345
Si  0.6082  5.5095  16.2497
Si  10.7712  9.1271  9.1066
Si  6.565  8.8874  21.3062
Si  7.119  7.1097  11.4671
Si  2.6704  0.74  12.1828
Si  10.8841  8.6714  21.0694
Si  6.0256  4.3201  15.6145
Si  7.0937  0.4909  12.9531
Si  4.0765  2.9935  8.5238
Si  0.875  6.745  11.885
Si  6.566  9.04  9.0546
Si  0.6633  3.2935  21.163
Si  9.7957  6.5127  12.8858
Si  7.7271  4.5473  9.7272
Si  3.9818  10.0714  20.2291
Si  4.2657  3.0401  13.4841
Si  3.842  10.0015  9.7105
Si  8.0662  0.7819  18.0308
O  11.4926  3.23  12.8767
O  9.3514  4.5016  9.8631
O  8.7993  3.605  19.8743
O  4.0462  -0.0685  18.8119
O  11.3463  4.5239  15.3012
O  9.8704  9.775  10.3131
O  3.7622  1.536  13.1081
O  0.6557  9.0679  14.8469
O  6.4845  0.9684  18.3861
O  4.7763  3.1685  19.6115
O  6.2567  1.179  11.7253
O  0.5202  8.5546  9.8113
O  5.6315  4.3144  17.2097
O  8.4385  7.2035  12.3936
O  4.4588  2.6165  10.0794
O  2.0989  5.614  15.5736
O  3.3659  0.0742  10.8832
O  5.8895  7.2231  12.5367
O  2.3073  6.3547  19.3785
O  0.6608  4.9377  17.7708
O  8.421  10.6928  12.3484
O  5.4616  10.0435  9.7038
O  0.5862  8.1674  20.2321
O  9.772  2.6112  14.6905
O  2.0013  10.5988  13.1987
O  9.9684  9.0944  16.1201
O  6.1652  10.3587  13.7726
O  7.4745  1.601  14.0803
O  1.6383  3.9263  20.0507
O  5.9007  5.7883  14.9029
O  7.3615  8.9519  15.6978
O  1.5043  1.684  11.5872
O  7.2072  8.2887  10.3525
O  4.3351  1.9833  17.2854
O  7.0752  3.16  10.2725
O  11.5779  7.0013  16.4085
O  8.3063  10.1428  17.8472
O  3.2348  8.5427  10.1113
O  7.5745  3.8321  15.5093
O  3.1388  4.2929  17.9143
O  2.912  3.9069  13.6413
O  1.3191  8.2159  12.4175
O  1.1972  5.7053  13.0835
O  4.9992  8.3055  14.86
O  11.1695  2.4001  20.3436
O  10.9759  10.0113  12.7495
O  5.2926  3.5677  12.3192
O  5.0761  3.1999  14.8863
O  6.4869  4.8044  20.5786
O  8.3907  1.5577  16.6402
O  10.4109  1.2434  11.4203
O  10.8698  6.6049  11.6561
O  3.2311  8.6861  19.8563
O  1.7298  6.418  10.5317
O  7.1672  8.1953  19.9811
O  8.5026  7.5863  17.7712
O  3.6729  6.4532  13.6071
O  9.5634  4.9689  13.3639
O  5.5131  9.9747  20.7521
O  10.3198  7.3818  14.143
O  8.783  6.1614  19.9775
O  7.0735  5.703  10.6621
O  5.2795  10.5421  16.3757
O  9.0628  1.1608  19.2509
O  11.5761  3.1865  10.1639
O  9.7423  8.7066  19.9037

Results
free energy: -144146.985 eV
free energy less fixed offsets of B -154.04, O -568.88, Si -635.61 eV per atom: 5.315 eV

Forces (eV/angstrom), in the order of the atoms: element, x, y, z
Si  -0.0003  0.0082  0.0036
Si  -0.003  0.0051  0.0069
Si  -0.0025  0.0082  0.0017
Si  0.0062  -0.0095  0.0026
Si  -0.0017  -0.0074  0.0049
Si  0.0001  -0.0064  0.004
Si  -0.0024  0.0047  0.002
Si  -0.0017  0.002  0.0037
Si  -0.0003  0.0031  0.0023
Si  0.0017  -0.0019  0.0005
Si  0.0015  -0.004  -0.0011
Si  0.0023  -0.0029  0.003
Si  -0.0009  -0.0027  -0.0044
Si  0.0024  -0.0077  -0.003
Si  -0.0007  -0.005  -0.0025
Si  0.001  0.0046  0.002
Si  -0.0006  0.0049  -0.0006
Si  -0.002  0.005  0.0045
Si  -0.0004  -0.0036  0.001
Si  -0.0028  -0.0045  0.0027
Si  0  -0.0056  0.0009
Si  -0.0004  0.0034  -0.0018
Si  0.0006  0.0048  -0.0039
Si  0.0021  0.0036  -0.0023
Si  -0.0014  -0.0002  0.0011
Si  0.0014  -0.0004  -0.0006
Si  -0.0013  -0.004  0.0026
Si  0.0002  0.002  0.0027
Si  -0.001  0.0066  0.0014
Si  0.0019  0.0007  -0.0015
Si  -0.0002  0.0016  -0.0008
Si  -0.0021  0.0007  0.0006
Si  0.0015  -0.0019  -0.0001
Si  -0.0014  -0.0019  0.0008
Si  0.0018  -0.0002  0.002
Si  -0.0017  0.0022  0.0037
Si  -0.0054  -0.0016  -0.0033
Si  -0.0006  -0.0081  0.0024
Si  -0.0018  -0.0002  0.0001
Si  0.0034  0.0007  -0.0001
Si  0.0055  0.0028  -0.0013
Si  -0.0005  0.0018  -0.0041
Si  0.0008  0.0004  0.0021
Si  0.004  0.001  -0.006
Si  0.0015  -0.0026  -0.0042
Si  -0.0012  -0.0003  0.0002
Si  -0.0056  0.0021  0.0067
Si  -0.0007  0.0011  -0.0004
Si  0.0012  -0.0011  -0.0046
Si  0.0019  -0.0054  -0.0083
Si  -0.0011  -0.0028  -0.0053
Si  -0.0005  0.002  0.004
Si  -0.0008  0.0143  -0.0053
Si  -0.0002  0.0004  -0.0014
Si  -0.0025  0.0003  0.0003
Si  -0.0085  -0.0005  0.0074
Si  0.0048  0.0012  0.004
Si  0.0034  0.0008  -0.0017
Si  -0.0003  -0.0041  0.0008
Si  0.0016  0.0004  0.003
Si  -0.0134  0.0082  -0.0005
Si  -0.0101  -0.0041  0.0213
Si  0.0085  0.0091  0.0033
Si  0.0044  -0.006  -0.0034
Si  0.0096  0.0029  -0.0195
Si  -0.0085  -0.0037  -0.0121
Si  0.0059  0.0001  -0.0038
Si  0.0013  -0.0001  -0.0068
Si  -0.0082  -0.0029  -0.0137
Si  0.001  -0.0039  0.0062
Si  -0.0137  -0.0142  -0.0022
Si  0.0171  -0.0102  0.0049
Si  -0.0032  0.0331  0.0028
Si  -0.0341  0.0742  0.0053
Si  -0.124  0.1236  -0.0108
Si  0.0247  -0.0545  -0.0014
B  0.157  -0.0752  0.0881
Si  -0.0066  -0.0454  -0.0014
Si  -0.0011  0.0078  -0.0016
Si  -0.008  0.012  -0.0043
Si  0.0099  0.0094  -0.0012
Si  0.0007  -0.0068  -0.0032
Si  -0.005  -0.0047  -0.0007
Si  0.0035  -0.0087  -0.0009
Si  -0.0028  0.0133  0.0008
Si  -0.0323  -0.028  -0.1213
Si  0.0057  0.0144  -0.0058
Si  -0.0042  -0.0138  0.0049
Si  0.0205  -0.0208  0.0353
Si  0.0017  -0.0095  0.0172
Si  -0.0001  0.0007  0.0105
Si  0.0009  -0.006  0.0167
Si  -0.0065  0.0006  0.0104
Si  0.0056  0.0018  -0.0129
Si  -0.0012  -0.004  -0.0075
Si  0.007  -0.0049  -0.0017
Si  -0.0003  0.0002  0.0055
Si  -0.0145  -0.0009  0.0055
Si  0.0029  -0.0044  0.0023
Si  0.0162  0.0067  -0.0062
Si  0.0026  0.0068  0.0058
Si  -0.0032  0.0015  0.0035
Si  -0.0005  0.0219  0.0004
Si  -0.0188  0.0183  -0.0221
Si  0.0004  0.0229  -0.0041
Si  0.0233  -0.0188  0.0011
Si  -0.0015  -0.019  -0.0031
Si  -0.0054  -0.0234  -0.0024
O  0.0045  0.0123  0.006
O  0.0031  0.0043  -0.0024
O  0.0017  -0.006  0.0119
O  0.0018  -0.0019  0.0001
O  -0.006  0.0089  0.0147
O  0.0033  -0.0183  0.011
O  -0.0009  -0.0041  -0.0023
O  -0.0036  -0.0053  0.0028
O  -0.0021  -0.0083  0.0045
O  -0.0012  -0.008  0.0086
O  0.0044  0.0123  0.0058
O  0.0018  0.0024  -0.0019
O  -0.0002  -0.0046  -0.0037
O  0.0012  -0.0025  -0.0081
O  0.0022  0.0019  -0.0026
O  0.0017  -0.0004  -0.0033
O  -0.0015  -0.0038  -0.0027
O  -0.0023  0.0006  -0.0025
O  -0.0048  0.0052  -0.0033
O  -0.0002  0.0063  -0.0064
O  -0.0003  -0.0009  -0.0043
O  0.0007  -0.0019  -0.0036
O  -0.0012  -0.0018  -0.004
O  0.0007  0.0007  -0.0069
Si  -0.0007  -0.0048  -0.0171
Si  0.0005  0.0003  0.0018
Si  -0.0008  -0.0022  -0.002
Si  0.0003  0.0009  -0.0015
Si  -0.0005  -0.0004  0
Si  0  -0.0021  0.004
Si  0.0042  0.007  -0.0065
Si  0.0008  0.0009  -0.0011
Si  0  -0.0004  -0.0003
Si  0.0003  0.0008  -0.0012
Si  0.0006  0.0008  -0.0031
Si  0.0008  -0.0005  0.0023
Si  -0.0003  0.0003  0.0056
Si  0.0003  0.0009  0.0001
Si  -0.0005  0.0026  0.0039
Si  0.0007  -0.0016  0.0043
Si  -0.0006  0  0.0017
Si  -0.0003  -0.001  0.0011
Si  0.0007  0.0002  -0.001
Si  0.0003  -0.0004  -0.0012
Si  0.0005  -0.004  0.0077
Si  -0.0005  0.0001  0.0003
Si  -0.0031  -0.0096  -0.0056
Si  0.0005  -0.0001  0.0069
Si  0  -0.0013  -0.0018
Si  -0.0004  0.0004  -0.0014
Si  0.0005  0.0031  0.0056
Si  -0.0006  -0.0004  -0.0007
Si  -0.0002  0.0009  -0.0003
Si  -0.0018  0.017  -0.002
Si  0.0005  -0.001  -0.0058
Si  -0.0034  -0.0142  -0.0077
Si  0.0011  -0.0002  0.0066
Si  0.0001  0.0009  -0.0027
Si  -0.0034  0.0024  -0.0115
Si  -0.0017  0.0019  0.0066
Si  0.001  0.0035  -0.0017
Si  -0.0007  0  -0.002
Si  -0.0007  0.0006  0.003
O  0.0005  -0.0012  -0.0003
O  0.002  -0.0013  0.0045
O  -0.0007  -0.0001  -0.0011
O  0.0004  -0.0009  -0.0011
O  -0.0002  0  0.0012
O  0.0018  -0.0001  0.0016
O  -0.0011  -0.0008  0.0007
O  0.0006  0.0007  0.0004
O  0.001  -0.0005  -0.0016
O  -0.0002  -0.0002  -0.0029
O  -0.0005  0.001  0
O  -0.0023  0.0018  0.005
O  -0.0004  0  -0.0006
O  -0.0015  0.0003  0.0014
O  0.0006  -0.0009  0.0018
O  0.0001  -0.0025  -0.0044
O  0.0005  -0.0022  -0.0016
O  0.0008  0.0002  0.0001
O  -0.0002  0.0014  0.0002
O  0.0002  0.0011  -0.0024
O  0.0012  0.0004  0.0012
O  -0.001  0.0037  0.0035
O  0.0019  -0.0032  -0.0026
O  0.0001  0.0003  0.0005
O  0.0003  0.0011  0.0008
O  0.0012  0  0.0011
O  0.0013  0.0016  -0.0003
O  -0.0012  -0.0017  -0.0007
O  0.0009  0.0015  -0.004
O  -0.0005  -0.0001  0.0009
O  0  0.0006  0.0002
O  -0.0008  -0.0005  0.0017
O  -0.0005  0.0024  0.0019
O  0.001  0.0007  -0.001
O  0.0002  -0.001  0.0019
O  0.0009  -0.0009  -0.001
O  0.0003  -0.0005  -0.0017
O  0.0006  0.0019  0.003
O  -0.0006  0  0.0007
O  -0.0005  -0.0002  -0.0002
O  0.0017  0.0042  0.0007
O  0  0.0006  0.0001
O  0.003  0.0007  0.0029
O  0.0003  -0.001  0.0008
O  -0.0004  0.0004  -0.0025
O  -0.0003  0.0013  0.001
O  -0.0002  -0.0017  0.0025
O  -0.003  0.0002  -0.0018
O  0.0003  0.0003  -0.0036
O  0  0.0001  -0.0005
O  -0.0002  0.0005  0.0015
O  0.0002  0.0002  0.0023
O  -0.0023  -0.0017  -0.0016
O  -0.0002  0.0027  0.0046
O  -0.0016  0.0011  -0.0021
O  -0.0002  0.0009  -0.0013
O  -0.0019  -0.0011  0.0031
O  0  0.0006  0.0016
O  -0.0021  -0.0007  -0.0032
O  -0.0012  -0.0006  0.001
O  -0.0004  0  -0.0016
O  0.0015  -0.0009  0.0028
O  0.0006  -0.0005  -0.001
O  0.0007  0.0025  -0.0016
O  -0.0004  0  0.0008
O  0.0004  -0.0007  -0.0014

The program warned: the cutoff lies below the one the program advises for these potential files; the exchange-correlation potential is rough where the density is thin.
